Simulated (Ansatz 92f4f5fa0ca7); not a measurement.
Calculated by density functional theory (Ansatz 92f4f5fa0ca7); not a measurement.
Periodic cell of 291 atoms, Si195O96, from a study of silicon, its oxide and their interface. The atomic structure is a simulated model.
Doubt: the cutoff is far below the 930 eV that the study's wrapper takes by default for these files, so forces and energies are approximate.
This geometry differs little from another in the collection (a relaxation step or a small displacement).

Settings: functional PBE; potential files Ansatz PAW; basis plane waves; wave-function cutoff 580 eV; density cutoff ratio 5; exchange-correlation grid ratio 1; k mesh 1 x 1 x 1, Gamma-centred; self-consistency stop 5e-08 eV per atom in the density residual; occupations fixed; spin none; net charge 0.

Cell vectors (angstrom)
a, 11.6015, 0, 0
b, 0, 10.938, 0
c, 0, 0, 41.0442

Atoms and the computed forces on them: element, x, y, z (angstrom), force x, y, z (eV/angstrom)
Si, 0, 0, 0.9665, 0.002, 0.0232, -0.0122
Si, 3.8672, 0, 0.9665, 0.0059, 0.0245, -0.0046
Si, 7.7343, 0, 0.9665, -0.0038, 0.0608, 0.0103
Si, 1.9336, 1.3673, 0.9665, 0.0044, -0.0086, -0.007
Si, 5.8008, 1.3673, 0.9665, -0.0088, -0.018, 0.0097
Si, 9.6679, 1.3673, 0.9665, 0.0013, -0.0692, -0.0024
Si, 0, 5.469, 0.9665, 0.0008, 0.0174, 0.0096
Si, 3.8672, 5.469, 0.9665, -0.006, 0.0526, 0.004
Si, 7.7343, 5.469, 0.9665, 0.0009, 0.0512, -0.012
Si, 1.9336, 6.8362, 0.9665, 0.0026, -0.0044, 0.0012
Si, 5.8008, 6.8362, 0.9665, -0.0039, -0.0479, -0.0097
Si, 9.6679, 6.8362, 0.9665, 0.0043, -0.0586, 0.0104
Si, 1.9336, 2.7345, 40.0771, -0.0052, 0.0061, 0.0007
Si, 5.8008, 2.7345, 40.0771, 0.0024, -0.0001, 0.0074
Si, 9.6679, 2.7345, 40.0771, -0.0053, 0.0698, -0.0052
Si, 0, 4.1018, 40.0771, -0.0079, 0.0011, 0.012
Si, 3.8672, 4.1018, 40.0771, 0.0067, -0.0405, 0.012
Si, 7.7343, 4.1018, 40.0771, -0.0016, -0.0718, -0.0186
Si, 1.9336, 8.2035, 40.0771, -0.0002, -0.0064, 0.0118
Si, 5.8008, 8.2035, 40.0771, -0.0035, 0.057, 0.0015
Si, 9.6679, 8.2035, 40.0771, -0.0109, 0.0362, 0.017
Si, 0, 9.5708, 40.0771, -0.0003, -0.0434, -0.015
Si, 3.8672, 9.5708, 40.0771, -0.0091, -0.0192, 0.0077
Si, 7.7343, 9.5708, 40.0771, -0.009, -0.0509, -0.0109
Si, 0, 0, 4.8337, -0.0155, 0.046, -0.1736
Si, 3.8672, 0, 4.8337, 0, 0.0571, -0.0115
Si, 7.7343, 0, 4.8337, -0.0264, -0.0166, 0.225
Si, 1.9336, 1.3673, 4.8337, 0.0126, -0.0147, -0.1346
Si, 5.8008, 1.3673, 4.8337, 0.0659, 0.0055, -0.0026
Si, 9.6679, 1.3673, 4.8337, 0.038, -0.0685, 0.1379
Si, 0, 5.469, 4.8337, -0.0413, 0.0625, -0.0255
Si, 3.8672, 5.469, 4.8337, 0.0928, 0.0798, 0.0549
Si, 7.7343, 5.469, 4.8337, 0.0655, 0.0243, -0.1446
Si, 1.9336, 6.8362, 4.8337, 0.0045, -0.0765, -0.1316
Si, 5.8008, 6.8362, 4.8337, -0.006, 0.0112, -0.0139
Si, 9.6679, 6.8362, 4.8337, -0.0497, -0.0556, 0.1809
Si, 1.9336, 2.7345, 2.9001, -0.003, -0.0194, -0.0207
Si, 5.8008, 2.7345, 2.9001, 0.0088, 0.0222, -0.0073
Si, 9.6679, 2.7345, 2.9001, -0.0058, 0.0811, 0.0168
Si, 0, 4.1018, 2.9001, 0.0101, -0.0236, 0.0028
Si, 3.8672, 4.1018, 2.9001, 0.005, -0.0596, 0.0072
Si, 7.7343, 4.1018, 2.9001, -0.0147, -0.0241, -0.0087
Si, 1.9336, 8.2035, 2.9001, 0.0022, -0.0113, -0.0164
Si, 5.8008, 8.2035, 2.9001, 0.0205, 0.0311, -0.0022
Si, 9.6679, 8.2035, 2.9001, 0.0027, 0.0874, 0.0334
Si, 0, 9.5708, 2.9001, 0.0139, 0.01, -0.0248
Si, 3.8672, 9.5708, 2.9001, 0.0108, -0.017, -0.007
Si, 7.7343, 9.5708, 2.9001, 0.0045, -0.0758, 0.0112
Si, 0.2276, -0.443, 30.2473, -0.0024, -0.0092, 0.0074
Si, 3.6401, -0.0427, 30.6974, 0.0091, -0.0062, -0.0026
Si, 7.543, 0.2232, 30.4734, -0.013, -0.0082, -0.0074
Si, 1.7685, 1.3634, 30.514, -0.0031, 0.001, -0.0089
Si, 5.5182, 1.298, 30.725, -0.0083, 0.0103, -0.0129
Si, 9.4611, 1.578, 30.2925, 0.0088, 0.0113, -0.0099
Si, -0.0355, 6.1289, 28.9411, 0.0068, 0.0019, -0.01
Si, 1.2297, 5.9098, 30.9089, -0.0049, 0.0002, 0.0142
Si, 7.1451, 5.1581, 30.0526, 0.0019, -0.0122, -0.0386
Si, 3.437, 5.2532, 30.3184, 0.008, -0.002, -0.0374
Si, 5.8035, 7.1272, 30.2006, 0.0044, 0.0177, 0.0214
Si, 9.48, 6.9631, 29.4747, -0.0611, 0.0314, -0.01
Si, 1.9268, 2.7191, 32.4455, 0.0125, 0.0088, 0.0093
Si, 5.8046, 2.7513, 32.5049, 0.0073, 0.0103, 0.0029
Si, 9.7721, 2.8864, 32.2392, -0.0005, -0.0096, -0.0022
Si, 0.1635, 4.27, 32.3699, -0.0036, 0.0019, -0.0003
Si, 3.8842, 4.0828, 32.3499, -0.0054, -0.0066, 0.0222
Si, 7.708, 4.1016, 32.1988, -0.0032, 0.006, 0.011
Si, 1.761, 7.8582, 32.3469, -0.0008, -0.0065, 0.0021
Si, 5.8013, 8.2708, 32.2956, 0.0072, -0.0123, -0.0068
Si, 9.5641, 8.2986, 32.4175, -0.003, -0.0326, -0.0185
Si, 0.0076, 9.4409, 32.3526, 0.0081, 0.0113, -0.01
Si, 3.6812, 9.3137, 32.3907, -0.0043, 0.0059, 0.0097
Si, 7.6798, 9.721, 32.3796, -0.0067, 0.0074, 0.0014
Si, -0.0195, -0.013, 34.2305, -0.0048, 0.0004, -0.0017
Si, 3.8132, -0.1149, 34.2712, 0.0013, -0.0012, -0.0077
Si, 7.7429, 0.0963, 34.3102, 0.0039, 0.0005, -0.0098
Si, 1.928, 1.3068, 34.3165, 0.0021, -0.0022, -0.0025
Si, 5.7417, 1.3118, 34.3467, -0.0003, -0.0067, -0.0061
Si, 9.6998, 1.4574, 34.1979, -0.0023, 0.0015, 0.0025
Si, -0.0503, 5.4733, 34.3716, 0.0015, 0.0095, 0.0012
Si, 3.838, 5.4733, 34.2717, -0.0036, 0.0053, -0.0101
Si, 7.7016, 5.4635, 34.1791, -0.0034, -0.0014, -0.0009
Si, 1.8852, 6.78, 34.4004, -0.0007, -0.0088, -0.0038
Si, 5.7807, 6.8405, 34.2073, 0.0002, 0.0012, -0.0025
Si, 9.6167, 6.847, 34.2915, -0.0006, -0.01, -0.0022
Si, 1.9238, 2.7281, 36.2143, -0.0047, 0.0055, -0.0004
Si, 5.7738, 2.7306, 36.2298, 0.0004, 0.0064, 0.0024
Si, 9.6488, 2.7293, 36.2007, 0.0009, -0.0004, -0.0028
Si, -0.0276, 4.0718, 36.2471, -0.001, -0.0042, -0.0007
Si, 3.858, 4.1019, 36.2057, 0.0003, -0.0074, 0.0005
Si, 7.712, 4.1054, 36.158, 0.0015, -0.0023, -0.0008
Si, 1.919, 8.2257, 36.2446, -0.0015, 0.007, 0.0005
Si, 5.8111, 8.1923, 36.1787, -0.0016, 0.0012, -0.0032
Si, 9.6507, 8.2109, 36.2209, -0.0012, 0.0075, 0.0007
Si, -0.0232, 9.5816, 36.1966, 0.0008, -0.0046, 0.0015
Si, 3.8701, 9.5447, 36.2379, 0, -0.0021, -0.002
Si, 7.7381, 9.59, 36.2014, 0.0012, -0.0038, 0.0038
Si, 0, 0, 38.1435, -0.036, 0.0736, -0.0766
Si, 3.8672, 0, 38.1435, 0.0407, 0.062, 0.0578
Si, 7.7343, 0, 38.1435, -0.0172, 0.0418, 0.0516
Si, 1.9336, 1.3673, 38.1435, 0.0075, -0.0477, 0.0399
Si, 5.8008, 1.3673, 38.1435, -0.0002, -0.0397, 0.1673
Si, 9.6679, 1.3673, 38.1435, -0.0792, -0.0889, -0.0659
Si, 0, 5.469, 38.1435, 0.0134, 0.0324, 0.1177
Si, 3.8672, 5.469, 38.1435, -0.036, 0.0505, -0.0709
Si, 7.7343, 5.469, 38.1435, -0.035, -0.052, -0.2462
Si, 1.9336, 6.8362, 38.1435, -0.0638, -0.045, 0.136
Si, 5.8008, 6.8362, 38.1435, 0.0745, -0.0075, -0.1485
Si, 9.6679, 6.8362, 38.1435, -0.0109, -0.0459, 0.0256
Si, 1.9624, 2.7774, 6.7203, -0.0012, 0.0032, -0.0024
Si, 5.847, 2.7302, 6.7738, 0.0002, 0.0022, 0.001
Si, 9.692, 2.719, 6.795, -0.0009, 0.0052, -0.0016
Si, 0.0073, 4.1103, 6.7661, -0.0015, -0.0034, 0.003
Si, 3.913, 4.1018, 6.7711, 0.0003, -0.0055, 0.0024
Si, 7.7823, 4.1044, 6.7526, 0.0013, -0.0079, 0.0005
Si, 1.9394, 8.208, 6.739, 0.0003, -0.0011, 0.0023
Si, 5.7965, 8.2011, 6.7717, 0.001, 0.0023, -0.0024
Si, 9.6583, 8.2005, 6.7976, -0.0015, 0.0041, 0.0007
Si, -0.0118, 9.5455, 6.7255, -0.003, -0.0004, -0.0015
Si, 3.8673, 9.5712, 6.7592, -0.0008, -0.0013, -0.0014
Si, 7.7361, 9.5794, 6.8134, 0.0011, -0.0007, -0.0016
Si, 0.0288, 0.0073, 8.5997, -0.0036, 0.0024, 0.0007
Si, 3.8637, 0.0135, 8.6767, 0.0057, 0.0044, 0.009
Si, 7.7719, -0.024, 8.8029, -0.0022, 0.0058, 0.0025
Si, 1.926, 1.3934, 8.6017, 0.0024, -0.0049, -0.0046
Si, 5.82, 1.3236, 8.683, 0.0007, -0.005, -0.0029
Si, 9.6944, 1.3581, 8.7607, -0.0017, -0.0001, 0.003
Si, 0.0052, 5.5147, 8.676, 0.0007, 0.0041, 0.0027
Si, 3.8685, 5.42, 8.7431, -0.0039, 0.0028, 0.0037
Si, 7.7871, 5.5107, 8.6554, 0, 0.0093, -0.0047
Si, 1.9691, 6.8134, 8.6361, -0.0028, -0.002, 0.0054
Si, 5.8249, 6.8105, 8.6905, 0.0019, 0.0005, 0.0089
Si, 9.7305, 6.9303, 8.8167, 0.0044, -0.0054, 0.0051
Si, 1.7232, 2.6416, 10.592, -0.0006, 0.0101, 0.0117
Si, 5.7537, 2.6976, 10.5841, -0.0066, -0.0032, 0.0122
Si, 9.6461, 2.7817, 10.691, 0.0106, 0.0001, -0.0079
Si, -0.0574, 4.2015, 10.6221, -0.0014, -0.0043, -0.0066
Si, 3.752, 3.9605, 10.6593, -0.0049, -0.0036, -0.0084
Si, 7.6919, 4.0727, 10.5027, -0.0037, -0.003, -0.0011
Si, 2.0755, 8.2185, 10.4996, 0.0081, 0.007, 0.0003
Si, 5.9352, 8.1793, 10.6055, -0.0064, -0.0028, 0.0017
Si, 9.9028, 8.3509, 10.8101, 0.0026, 0.0117, -0.015
Si, 0.2799, 9.7545, 10.5956, -0.004, -0.0109, 0.0095
Si, 4.002, 9.5858, 10.6045, -0.0029, -0.0102, -0.0044
Si, 7.8883, 9.5722, 10.799, 0.0073, -0.0064, 0.0005
Si, -0.1525, 0.9397, 13.7886, 0.0085, -0.0089, -0.0213
Si, 3.4631, 0.1398, 12.4112, -0.0183, 0.0015, -0.011
Si, 7.9892, -0.0902, 12.8586, 0.0091, 0.0017, 0.0011
Si, 1.2341, 0.6648, 11.9072, 0.003, -0.0043, 0.0061
Si, 5.3798, 1.5556, 12.6146, 0.0053, 0.0059, -0.0032
Si, 9.4334, 1.7973, 12.8547, -0.0018, -0.004, 0.0094
Si, 0.0894, 5.5615, 12.5823, 0.0182, -0.0056, -0.0068
Si, 3.7542, 5.3059, 12.6068, -0.0067, -0.0072, 0.0127
Si, 9.9648, 7.1246, 12.8954, 0.0137, 0.0123, 0.015
Si, 2.014, 6.8785, 12.4439, -0.0091, 0.0152, -0.0021
Si, 5.4605, 7.0013, 12.6183, -0.0091, 0.0125, -0.0122
Si, 8.0508, 5.8313, 13.2003, -0.0212, -0.0219, 0.0134
O, 6.7447, 17.6553, 13.6198, 0.0083, -0.0048, 0
O, 5.4376, 2.7429, 13.7745, -0.0016, 0.0008, -0.0032
O, 1.0035, 4.1499, 16.3487, -0.0009, 0.002, -0.0027
O, 11.0465, 10.5447, 14.6939, -0.0014, -0.0034, 0.0059
O, 2.1452, 7.9642, 13.7279, 0.0017, -0.0038, -0.0015
O, 14.922, -0.5522, 13.932, 0.0039, -0.0047, 0.0072
O, 7.6457, 5.1402, 11.7728, 0.0063, 0.007, 0.0034
O, 3.4704, 4.4088, 14.0268, 0.0025, 0.0022, -0.0076
O, 0.2175, 4.4919, 13.8394, -0.0019, -0.0034, 0.002
O, 8.4632, 9.976, 14.1965, 0.0007, -0.0032, -0.0016
O, -5.1673, 11.3297, 13.1203, -0.0073, 0.0062, 0.0004
O, 10.2578, 8.0392, 14.2718, -0.0016, -0.0142, -0.0151
O, 4.2039, 17.6436, 30.0467, -0.0064, -0.0082, -0.0003
O, 11.2336, 4.6601, 28.2844, 0.0039, 0.0109, 0.0041
O, 13.1709, -2.3015, 24.373, 0.0039, 0.0042, -0.0049
O, 0.4741, 9.2636, 29.1372, 0.0012, -0.0048, 0.0006
O, 2.4792, 8.9629, 27.2649, -0.0058, -0.0021, 0.003
O, 5.071, 2.0101, 29.2858, -0.0023, 0.0179, 0.0047
O, 1.6384, 2.4287, 29.1946, -0.0011, 0.0055, -0.003
O, 10.4351, 0.3288, 29.8243, -0.0004, 0.0068, 0.0044
O, 7.4937, 10.3847, 29.014, 0.0035, -0.0349, -0.0115
O, 4.0492, 11.2958, 26.885, -0.0016, -0.0005, 0.0029
O, 3.7786, 4.3427, 28.9697, 0.009, 0.0055, 0.0171
O, 8.5384, 5.6272, 29.3061, 0.0082, 0.0348, 0.0275
Si, 10.3709, 10.9325, 20.6068, 0.0028, 0.0023, 0.0029
Si, 7.3104, 1.5448, 16.8746, 0.0025, 0.0062, -0.0004
Si, -0.8365, 16.8767, 23.745, 0.0013, -0.0012, -0.0028
Si, 11.625, 8.7422, 24.8391, 0.0049, -0.0013, -0.0053
Si, 11.9514, 6.7031, 19.6714, -0.0014, 0.0008, 0.0057
Si, 6.7069, 6.7841, 21.3981, 0.0018, -0.0012, 0.0004
Si, 8.6485, 4.4059, 25.3971, 0.0006, 0.0052, -0.0059
Si, 4.3533, 12.1803, 16.862, -0.0041, -0.001, -0.0001
Si, 1.4398, 9.4632, 20.4836, -0.0008, 0, 0.0024
Si, 2.7631, -2.1941, 23.2842, -0.0045, 0.0031, 0.0021
Si, 8.8301, 3.2122, 14.6975, -0.0052, -0.0096, 0.0037
Si, 3.9324, 12.8163, 26.24, 0.0003, 0.0014, -0.0006
Si, 8.9365, 10.0462, 17.8702, 0.0042, -0.0015, 0.0023
Si, 9.3772, 10.2975, 23.5087, 0.0009, 0.0004, -0.0022
Si, 6.5772, 9.5551, 19.7361, 0.0028, -0.0005, 0.0034
Si, 3.4878, -2.146, 14.1662, -0.0018, -0.0011, 0.0061
Si, 10.3017, 3.3974, 27.8418, -0.0127, -0.0084, -0.0069
Si, 9.462, 5.7088, 20.8427, 0.0009, -0.0002, 0.0015
Si, 4.4067, 14.3023, 14.881, 0.0031, -0.0014, 0.0049
Si, 5.0608, 3.4245, 28.5016, 0.0082, -0.012, 0.0088
Si, 7.4905, 8.9505, 28.2682, 0.027, 0.0086, 0.0021
Si, 10.7335, 3.0065, 21.3216, 0.001, 0.0005, 0.0018
Si, 4.6404, 4.9441, 17.4785, 0.0001, 0.0032, 0.0001
Si, 0.9207, 8.6118, 27.6783, 0.0052, 0.0117, -0.0054
Si, 1.3277, 1.9632, 27.6394, 0.0048, -0.0083, -0.0001
Si, 3.5863, -1.0619, 18.5358, 0.0007, 0.0039, 0.0055
Si, 8.6905, 13.1444, 23.3869, 0.0062, 0.0002, -0.008
Si, 15.1194, 7.4845, 16.8469, 0.0074, 0.0061, 0.0028
Si, 4.8028, 0.2199, 23.9202, -0.0051, -0.0019, -0.0066
Si, 18.1081, 6.3585, 24.3679, 0.0006, -0.0013, -0.0022
Si, 11.7064, 3.5514, 15.1544, -0.0021, 0.0045, 0.0069
Si, 9.8348, 9.4611, 14.9658, -0.0051, 0.0128, 0.0057
Si, 18.5687, -1.7167, 25.1315, -0.0012, 0.0003, -0.0006
Si, 1.7158, 5.2879, 17.2352, -0.0021, 0.0012, 0.003
Si, 1.4001, -6.0538, 22.0507, 0.0017, -0.001, 0.001
Si, 5.718, 2.8588, 18.9716, 0.0008, 0.0001, 0.0015
Si, 14.5998, 10.4245, 27.7671, -0.0053, 0.0028, -0.004
Si, 4.2023, 5.9309, 22.7365, 0.0003, 0.0007, -0.0013
Si, 6.4128, 12.191, 21.4144, 0.0018, -0.0018, 0.0061
O, 7.1063, 2.4076, 18.2448, -0.0001, -0.001, -0.0034
O, 8.9943, 0.8086, 24.1473, -0.0024, 0.0056, -0.0024
O, 8.5072, 0.5077, 17.1684, -0.0022, 0.0036, -0.0018
O, 10.1514, 3.4713, 15.6417, 0.0014, -0.0003, -0.0032
O, 5.1688, 5.4666, 23.9993, 0.0007, 0.0009, 0.0024
O, 0.6739, 16.7721, 18.3419, 0.0018, -0.0025, -0.0041
O, -3.9707, 9.2797, 18.5066, -0.0013, 0.0005, -0.001
O, 8.2321, 4.6821, 14.3353, -0.0001, 0.0231, -0.015
O, 3.6605, 2.0988, 15.6361, 0.0003, -0.0007, 0.0006
O, 4.8027, 6.5434, 17.2202, -0.0075, 0.0052, -0.0066
O, -0.0559, 9.0473, 26.4424, 0.0004, -0.0016, 0.0002
O, 5.5447, 4.4691, 18.7472, 0.0012, 0, 0.0004
O, 5.1899, 6.1343, 21.4197, -0.0004, 0.0009, 0.0002
O, 7.6562, 1.9725, 22.1616, 0.0018, -0.0017, 0.0023
O, 9.4162, -0.5245, 21.8582, -0.0005, 0.0013, 0.0025
O, 1.5727, 11.2778, 27.737, 0.0044, 0.0064, 0.0031
O, 0.8112, 8.2546, 19.5848, 0.0014, 0.0012, -0.0018
O, 5.7219, 2.4357, 20.5294, -0.0002, 0.0021, -0.0015
O, 12.3128, 3.4723, 21.5238, -0.0002, 0.0007, -0.0006
O, 5.8948, 0.8179, 16.473, 0.0029, 0, -0.0013
O, 3.6046, 7.359, 23.2455, -0.0013, 0.0031, 0.0027
O, 10.8535, 7.3639, 24.4931, 0.0042, 0.0039, 0
O, 7.8641, 5.9481, 20.5837, -0.0001, 0.0014, -0.0006
O, 2.2432, -4.3627, 16.3644, -0.0016, -0.0033, 0.0023
O, 4.446, 13.0713, 18.2349, 0.0019, 0.0019, 0.0007
O, 14.0163, 2.4728, 26.5184, -0.0006, -0.0008, 0.0015
O, 6.9677, 10.9572, 20.4918, 0.0002, 0.0021, 0.0007
O, 14.6168, 4.8511, 22.3696, 0.0014, 0.0012, 0.0005
O, 9.0784, 3.8054, 26.8447, 0.0022, -0.0024, 0.0066
O, 4.9464, 2.9841, 26.9187, -0.0013, -0.0005, 0.0062
O, 20.5131, 8.1805, 28.5407, -0.0106, -0.0299, 0.0465
O, 3.0716, 4.6309, 17.8703, -0.0013, 0.0002, -0.0015
O, -4.3695, 17.6767, 22.9472, -0.0006, 0.0019, 0.0016
O, 6.4437, 4.1989, 28.89, -0.0037, 0.0002, 0.0155
O, 10.0422, 4.9556, 24.7951, 0, 0.0022, 0.0032
O, 6.1395, 18.7533, 25.0074, 0.0002, 0.0022, 0.001
O, 3.6439, -0.8977, 23.7134, 0.0043, 0.0008, -0.0022
O, 8.2553, 9.2549, 24.0993, 0.0011, 0.0015, 0.0022
O, 7.7306, 2.4646, 15.6195, 0.0016, -0.0039, 0.0045
O, 7.4115, 9.2938, 26.6896, 0.0043, -0.0015, 0.0206
O, 0.6537, 5.3545, 23.4266, -0.0025, 0.0008, 0.0022
O, -0.1954, 2.347, 27.195, -0.0005, -0.0009, 0.0024
O, 4.2693, 12.53, 24.6679, 0.0018, -0.0053, -0.003
O, 0.5899, 2.0321, 14.7896, -0.002, 0.0032, 0.0018
O, 5.1331, 4.1885, 16.0975, -0.0011, 0, -0.0014
O, 5.0934, 9.8131, 19.1314, -0.0006, 0.0005, -0.0008
O, 10.8691, 9.928, 24.0301, -0.0004, 0.0011, 0.0016
O, 11.8567, 10.4272, 20.9834, -0.0014, 0, -0.0015
O, 9.8946, 6.0721, 22.3757, 0.001, -0.0013, 0.0006
O, 6.0204, -0.4425, 24.775, -0.0019, 0.0014, -0.0005
O, 5.3116, -10.2616, 22.449, 0.006, 0.003, 0.006
O, 9.8855, 4.1605, 20.5243, 0.0012, 0.0006, 0.0008
O, 10.0934, 13.7536, 22.8132, -0.0077, -0.0041, 0.0016
O, 3.4853, -0.0732, 17.2381, 0.0015, 0.0013, -0.0018
O, 9.6131, 9.2361, 16.5937, -0.0012, 0.0014, 0.0021
O, 2.5015, 10.3639, 19.638, 0.0006, -0.0006, -0.0015
O, 12.7499, 6.0217, 20.9156, 0.0001, 0.0018, -0.0019
O, 8.0346, 3.2271, 24.4568, 0.0004, 0.0006, 0.0006
O, 2.1901, -2.0494, 21.7842, 0.0025, -0.0013, 0.0081
O, 14.7496, 8.3591, 18.1532, 0.0034, -0.0084, -0.01
O, 6.6011, -2.6409, 20.7779, 0.0012, 0.0018, -0.0013
O, 10.5057, 12.5615, 20.4948, 0.0007, -0.0016, -0.0005
O, 10.3256, 6.6865, 19.8603, 0.0015, 0.0003, -0.0012
O, 3.6796, 10.1353, 29.209, -0.001, -0.0015, 0.0025
O, 7.4928, 5.5705, 25.414, 0.0019, -0.0014, 0.0005
O, 9.9289, 10.3397, 19.1449, 0.0001, -0.0003, -0.0029
O, 17.8608, 8.0355, 28.8785, 0.0007, 0.0046, 0.003
O, 4.7614, 8.3323, 13.2832, -0.0006, 0.0001, 0
O, 3.9034, -2.4089, 15.6956, -0.0046, -0.0043, 0.0057
O, 0.8357, 6.9887, 27.8392, -0.0065, -0.008, 0.0067
O, 9.5361, 2.7045, 29.0997, -0.0007, -0.0062, 0.0089
O, -2.2111, 7.3329, 31.0716, 0.0041, 0.0116, -0.014

Results
free energy: -178557.164 eV
free energy less fixed offsets of O -568.88, Si -635.61 eV per atom: -0.734 eV

The program warned: the cutoff lies below the one the program advises for these potential files; the exchange-correlation potential is rough where the density is thin.
